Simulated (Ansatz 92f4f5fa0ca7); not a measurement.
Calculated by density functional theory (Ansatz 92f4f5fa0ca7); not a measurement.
Periodic cell of 272 atoms, Si166O101H5, from a study of silicon, its oxide and their interface. The atomic structure is a simulated model.
Doubt: the cutoff is far below the 930 eV that the study's wrapper takes by default for these files, so forces and energies are approximate.
This geometry differs little from another in the collection (a relaxation step or a small displacement).

Settings
functional: PBE
potential files: Ansatz PAW
basis: plane waves
wave-function cutoff: 580 eV
density cutoff ratio: 5
exchange-correlation grid ratio: 1
k mesh: 1 x 1 x 1, Gamma-centred
self-consistency stop: 5e-08 eV per atom in the density residual
occupations: fixed
spin: none
net charge: +1 e, with a uniform compensating background and no finite-size correction

Cell vectors (angstrom)
a 11.6015 0 0
b 0 13.3963 0
c 0 0 30.9504

Atoms and the computed forces on them: element, x, y, z (angstrom), force x, y, z (eV/angstrom)
Si 11.7826 -0.0833 24.4643 0.0131 0.0042 0.0067
Si 3.9383 -0.0655 24.2698 0.0001 0.0067 0.004
Si 7.7784 -0.0291 24.5147 0.0164 0.0012 -0.0006
Si 1.8114 3.3726 24.2543 0.0169 -0.0022 -0.0041
Si 5.8868 3.2645 24.2388 0.0112 0.0032 0.0086
Si 9.8268 3.2034 24.4055 0.0238 -0.0001 0.0024
Si 11.6387 6.7129 24.002 0.0122 -0.0018 0.0109
Si 3.956 6.6304 24.2644 0.0058 0.0021 0.0072
Si 7.7955 6.6258 24.209 0.0012 0.0027 0.0067
Si 2.1664 9.872 24.0618 0.0068 0.0028 0.0091
Si 5.8819 10.0174 24.1436 0.0009 0.0077 0.0116
Si 9.8484 10.0592 24.1094 0.0076 0.0036 0.0092
Si 11.706 2.1383 25.304 -0.0189 -0.0034 -0.0025
Si 3.8519 2.2177 24.8826 -0.011 -0.001 -0.0053
Si 7.8036 2.2195 25.1518 -0.018 -0.0047 -0.0062
Si 1.9504 5.6077 24.9638 -0.013 -0.0018 -0.0073
Si 5.8753 5.5032 25.0111 -0.0028 -0.0076 -0.0059
Si 9.7634 5.529 24.9234 -0.0023 -0.0064 -0.0037
Si 11.7414 8.8988 24.8963 -0.0105 -0.0002 -0.005
Si 4.0234 8.8484 25.0459 -0.0085 -0.0024 -0.0055
Si 7.8668 8.9111 24.8656 -0.0014 -0.0011 -0.0065
Si 2.0869 12.0964 25.0415 -0.0117 -0.003 -0.0006
Si 5.8428 12.2026 25.1128 -0.0033 -0.0112 -0.0009
Si 9.7682 12.2286 25.0542 -0.0117 -0.0034 -0.0066
Si 11.6556 2.1909 27.5944 0.0074 0.006 0.0008
Si 3.8754 2.2267 27.3048 0.0056 0.0054 0.0004
Si 7.7734 2.2322 27.4815 0.0044 0.0032 0.0024
Si 1.9481 5.5847 27.3556 0.0062 0.0012 0.0059
Si 5.8361 5.5393 27.3799 0.0029 0.0025 0.0003
Si 9.721 5.5693 27.3301 0.0064 0.0005 0.0042
Si 11.6733 8.9025 27.3133 0.0018 0.0045 0.0006
Si 3.9361 8.8912 27.4058 0.0075 0.0004 -0.0002
Si 7.7948 8.916 27.2962 -0.0017 -0.0013 -0.0001
Si 2.0088 12.1911 27.4093 0.0135 -0.0068 0.0002
Si 5.8294 12.2415 27.4545 0.0151 -0.0042 0.0029
Si 9.7242 12.2319 27.4187 0.0062 -0.0032 -0.0002
Si 2.0083 1.0541 28.1963 -0.0087 0.0049 0.006
Si 5.8054 1.1124 28.1758 -0.0097 0.0007 -0.0002
Si 9.6875 1.0682 28.2229 -0.0042 0.0017 -0.0017
Si 11.6336 4.4718 28.1985 -0.0069 -0.0054 -0.0032
Si 3.8772 4.4446 28.1598 -0.0007 -0.005 -0.0021
Si 7.7836 4.4737 28.1927 -0.0043 -0.0037 -0.0011
Si 1.9783 7.8005 28.1794 -0.0031 -0.006 -0.0034
Si 5.8703 7.779 28.1652 -0.0018 -0.0042 0.0017
Si 9.7255 7.8047 28.1404 -0.0004 -0.005 0.007
Si 11.656 11.1149 28.1841 -0.0018 0.0023 0.004
Si 3.9215 11.1066 28.2244 -0.0121 0.0007 -0.0004
Si 7.7816 11.1217 28.1849 -0.0041 0.0024 -0.0019
Si 1.9336 1.1164 30.5554 0.2678 -0.1847 0.1255
Si 5.8008 1.1164 30.5554 -0.0895 -0.0161 -0.1684
Si 9.6679 1.1164 30.5554 -0.0076 -0.1417 0.2158
Si 0 4.4654 30.5554 0.0472 0.1358 0.1407
Si 3.8672 4.4654 30.5554 -0.0014 -0.0356 -0.1165
Si 7.7343 4.4654 30.5554 0.1238 0.1056 0.055
Si 1.9336 7.8145 30.5554 0.0009 -0.0207 -0.1404
Si 5.8008 7.8145 30.5554 0.1882 0.0009 -0.1216
Si 9.6679 7.8145 30.5554 0.0397 -0.007 -0.2515
Si 0 11.1635 30.5554 0.0574 -0.1608 0.0182
Si 3.8672 11.1635 30.5554 0.0514 -0.1118 0.2916
Si 7.7343 11.1635 30.5554 0.0138 -0.1281 0.0524
Si 0 0 0.3944 -0.1984 0.2266 0.0018
Si 3.8672 0 0.3944 0.0318 0.1642 -0.1883
Si 7.7343 0 0.3944 -0.0718 0.1937 0.1114
Si 1.9336 3.3491 0.3944 -0.1765 0.112 0.2207
Si 5.8008 3.3491 0.3944 -0.0203 -0.0818 -0.0217
Si 9.6679 3.3491 0.3944 -0.117 -0.064 0.0968
Si 0 6.6981 0.3944 0.1665 0.0154 0.0045
Si 3.8672 6.6981 0.3944 -0.2347 0.0268 -0.0845
Si 7.7343 6.6981 0.3944 0.02 0.044 -0.1618
Si 1.9336 10.0472 0.3944 -0.019 0.0083 -0.0666
Si 5.8008 10.0472 0.3944 -0.072 0.0051 -0.2081
Si 9.6679 10.0472 0.3944 0.0454 0.1107 0.08
Si 11.5385 0.0741 2.7682 -0.0078 0.0053 0.0044
Si 3.8564 0.0534 2.7248 0.0085 0.0033 -0.0005
Si 7.669 0.059 2.7815 0.0001 -0.0055 -0.0061
Si 1.8617 3.3688 2.8119 0.0065 -0.0103 0.0114
Si 5.7583 3.3827 2.7653 0.0062 -0.0009 0.0103
Si 9.6062 3.3634 2.7809 -0.0079 -0.0066 0.0112
Si 11.6173 6.7331 2.7666 -0.002 -0.0071 0.0434
Si 3.8153 6.731 2.7667 -0.0162 0 0.0228
Si 7.7475 6.744 2.7366 -0.0039 -0.0047 -0.0001
Si 1.9073 10.0981 2.7533 0.0041 0.0108 -0.0139
Si 5.7846 10.0654 2.7382 0.0383 0.0145 -0.0027
Si 9.6354 10.1147 2.7726 -0.0342 0.0178 0.0146
Si 11.5037 2.2827 3.6756 0.0236 -0.0119 0.0099
Si 3.8165 2.272 3.5632 -0.0263 -0.0071 0.0119
Si 7.6597 2.2886 3.6659 0.0008 0.0092 0.0057
Si 1.9094 5.6024 3.6759 -0.0012 0.001 -0.0549
Si 5.7821 5.6449 3.441 0.0213 -0.0152 0.0231
Si 9.6837 5.613 3.4943 -0.0169 -0.0025 0.0217
Si 11.5789 8.9787 3.5344 0.0483 -0.0282 0.0157
Si 3.8398 8.9786 3.5088 -0.0302 -0.025 -0.0059
Si 7.7122 8.9613 3.536 0.0054 0.0182 0.0153
Si 1.9048 12.3688 3.4238 0.0029 0.012 0.0198
Si 5.7394 12.2876 3.5245 0.0119 0.0013 0.0147
Si 9.5994 12.3623 3.584 -0.0105 0.0089 0.0065
Si 11.3659 2.29 6.1201 -0.0335 0.0496 0.0384
Si 3.7393 2.2636 5.9397 0.0245 0.0246 0.0144
Si 7.5334 2.352 6.1075 -0.0079 -0.0217 0.0327
Si 1.8875 5.5104 6.1748 -0.0247 0.0742 0.0603
Si 5.7377 5.6935 5.762 -0.004 0.0018 0.029
Si 9.6794 5.6617 5.8337 -0.0057 -0.0292 0.0163
Si 11.4836 9.0419 5.9224 0.0341 -0.0209 0.0532
Si 3.7974 9.0205 5.8978 -0.0294 -0.0482 0.044
Si 7.6598 8.9628 5.888 -0.0252 -0.0014 0.0185
Si 1.8362 12.4586 5.7326 0.0048 -0.0344 0.0281
Si 5.6542 12.2402 5.8735 -0.0636 -0.0164 0.0347
Si 9.4785 12.3933 5.97 0.0483 0.0009 0.0486
Si 1.7603 1.2314 6.7333 0.0031 -0.0123 -0.0367
Si 5.5972 1.0275 6.7298 0.0101 -0.0094 -0.0315
Si 9.3723 1.1867 6.9894 0.0085 -0.0176 -0.066
Si 11.4366 4.5309 6.9535 0.0151 -0.0198 -0.031
Si 3.9928 4.4788 6.7414 0.0414 -0.0093 -0.0425
Si 7.6881 4.7201 6.6378 0.0028 0.0326 -0.0709
Si 1.8411 7.8417 6.3374 0.0021 0.0389 -0.1879
Si 5.7267 7.8659 6.6745 -0.0367 0.0145 -0.0121
Si 9.5875 7.8651 6.663 0.0025 -0.0138 0
Si 11.5332 11.3603 6.4901 -0.0461 0.0265 -0.0162
Si 3.6052 11.2527 6.681 0.0545 -0.01 -0.0314
Si 7.5891 11.164 6.6678 0.0079 0.0119 -0.044
H 7.531 11.1142 8.1622 0 -0.0017 0.0059
H 9.6194 7.8624 8.1605 0.0044 0.0099 -0.0072
O 11.233 4.6646 8.6241 -0.0073 0.0141 0.0243
O 9.0633 1.2224 8.6613 -0.0019 -0.0097 0.0187
O 3.2491 11.2414 8.3069 -0.0162 -0.0117 0.0071
O 5.3693 0.6216 8.3266 0.0019 0.006 0.0025
O 4.5321 4.412 8.3137 -0.0223 0.0119 -0.0065
O 0.2724 11.6369 8.0806 -0.0009 -0.0279 -0.03
O 5.7914 7.8272 8.3385 -0.0065 -0.0114 0.0099
O 7.812 5.3902 8.1614 0.0004 -0.0251 -0.0026
O 1.8303 1.2691 8.396 -0.0141 0.0035 -0.0185
H 7.747 6.5797 22.7091 0.002 -0.0003 -0.0023
H 3.967 -0.1736 22.7772 0.0041 -0.0019 -0.0011
H 3.9676 6.659 22.7638 0.0003 -0.0008 -0.0028
O 2.506 9.6232 22.436 0.0019 -0.002 0.0028
O 0.5002 -0.0955 22.8367 -0.0036 0.0008 -0.0013
O 10.174 2.8965 22.7951 -0.0004 -0.0003 0.0091
O 11.6068 6.7912 22.32 -0.0022 0.004 -0.0006
O 6.0546 3.223 22.5926 0.0011 -0.0045 -0.0012
O 5.6807 10.1044 22.4813 0.0061 -0.0064 0.0006
O 1.2354 3.5286 22.6726 -0.0058 -0.0022 0.0134
O 10.1069 10.1944 22.4533 -0.0044 -0.0032 0.002
O 7.5647 0.0335 22.8803 0.0029 0.0013 0.0112
Si 0.9561 4.4044 14.9291 -0.0108 -0.0018 0.013
Si 6.2184 8.0447 12.5919 0.0018 -0.0002 0.0323
Si 11.4872 7.4337 20.7974 0.0041 -0.0009 -0.0342
Si 2.4082 9.3028 20.818 -0.007 -0.0007 -0.0335
Si 9.3146 1.226 17.6682 -0.0006 -0.0028 -0.0209
Si 11.3121 4.7494 19.2771 -0.0029 0.0033 -0.023
Si 3.061 2.3942 14.2326 0.004 -0.0035 0.021
Si 4.4676 0.8123 19.4527 0.0012 -0.0014 -0.031
Si 8.6895 4.1402 17.6494 0.0045 0.0005 -0.0183
Si 8.741 12.0063 19.2877 0.0035 -0.0046 -0.0334
Si 4.7405 7.9311 16.6004 0.0029 0.0065 -0.004
Si 8.7829 0.1555 9.9083 -0.0082 0.0118 0.0203
Si 4.8342 4.8644 9.8605 0.0024 0.0028 0.0325
Si -0.1178 3.117 21.8283 0.0001 0.0037 -0.0207
Si 8.2633 0.3657 21.4697 -0.0048 0.0053 -0.0298
Si 10.7642 10.1647 11.7946 0.0006 -0.0002 0.0479
Si 6.2624 2.6079 21.1054 0.0045 0.0005 -0.0276
Si 4.4365 9.9527 14.2099 -0.0022 -0.0034 0.0216
Si 4.143 3.0489 17.1197 0.0011 -0.0097 -0.0065
Si 6.0487 11.6473 18.5659 -0.0003 -0.0023 -0.0262
Si 10.299 4.9254 12.821 -0.0005 -0.0021 0.0322
Si 1.087 1.3433 9.8514 -0.0154 0.0007 0.0486
Si 9.5078 9.7321 20.9919 0.0087 -0.006 -0.0307
Si 6.0453 4.7833 18.7649 -0.001 -0.0019 -0.0221
Si 6.3088 9.7097 21.0207 0.0015 0.0007 -0.0304
Si 7.9563 5.19 9.7678 -0.0066 -0.0123 0.0438
Si 5.6077 5.9578 14.6559 0.0053 -0.0022 0.0166
Si 10.6755 3.8455 9.9566 0.0053 0.0067 0.0086
Si 7.6843 0.6811 15.0184 0.0019 -0.0024 0.0157
Si 5.0041 12.41 15.8754 0.0024 0.0012 0.0055
Si 9.6953 13.0014 12.813 -0.001 -0.0003 0.0339
Si 2.0143 12.2364 19.6059 -0.0049 -0.0059 -0.0323
Si 4.9007 7.6958 19.4999 -0.005 0.0017 -0.0311
Si 4.9955 7.8879 9.7646 -0.0038 -0.0036 0.0179
Si 2.037 13.2662 16.7655 -0.0017 -0.0058 -0.004
Si 9.0352 7.4653 11.8069 -0.0014 -0.004 0.0475
Si 3.7897 2.2263 11.3149 0.0061 0.0007 0.0434
Si 1.0055 13.281 14.0545 -0.0031 -0.0041 0.0235
Si 1.9826 10.7104 12.4828 0.0008 0.0003 0.034
Si 11.2246 11.9947 9.5065 0.0091 0.0121 0.03
Si 5.5801 0.019 9.8285 -0.0016 -0.0033 0.0229
Si 3.0565 5.5847 16.2208 -0.0003 0.0041 0.0037
Si 11.4997 0.2578 21.3744 0.0047 -0.0033 -0.0298
Si 0.5785 2.5691 17.398 -0.0014 0.0038 -0.0136
Si 3.734 10.8328 9.8162 0.0063 0.0041 0.0191
Si 7.9944 3.7984 14.5997 0.0009 -0.0016 0.0198
O 7.794 12.5309 20.5203 -0.0016 -0.0096 0.0157
O 6.2412 0.0376 15.4906 -0.0013 -0.0013 -0.005
O 1.7339 12.1957 13.0928 -0.0007 0.0046 -0.0163
O 6.0007 8.1573 20.6062 0.0015 -0.0043 0.0225
O 0.4304 13.265 10.1645 -0.0031 -0.0009 -0.0244
O 5.9263 7.048 15.8594 -0.0008 -0.0009 -0.0003
O 7.5498 5.1509 18.2519 0.0021 -0.0012 0.0129
O 4.1213 1.9132 18.2916 -0.0008 0.0039 0.0079
O 11.3543 10.6429 10.3596 -0.0005 -0.0146 -0.0231
O 5.3362 11.3812 17.1174 -0.0009 -0.0004 0.0074
O 5.0378 1.5771 20.7754 -0.0025 -0.0041 0.0214
O 3.1583 13.3632 19.9425 0.0013 -0.0001 0.0214
O 7.6445 11.4211 18.234 -0.0013 -0.0014 0.0115
O 3.4522 6.9719 16.9569 -0.001 -0.005 0.0047
O 4.2669 6.4191 10.0083 -0.0051 -0.0034 -0.0232
O 9.8872 11.3863 12.4848 -0.0021 0.0005 -0.0184
O 9.8805 0.2028 21.5124 -0.0044 -0.0017 0.0227
O 9.423 13.3513 18.6862 0.0014 0.001 0.0162
O 1.7963 12.2287 17.9945 0.0005 0.0019 0.0052
O 6.0284 8.1188 10.9821 0.0085 0.0041 -0.0166
O 2.5865 10.9639 10.9668 -0.024 -0.0129 -0.0171
O 5.6178 13.1985 18.8897 0.0007 -0.0035 0.0172
O 10.8461 1.6952 17.5958 0.0013 -0.0001 0.009
O 4.7525 11.507 14.5451 -0.0006 -0.0008 -0.0098
O 0.7796 3.6813 18.6071 0.0026 -0.0024 0.0132
O 5.4713 6.7388 13.2225 -0.0032 -0.0022 -0.0148
O 10.069 4.7649 18.2353 -0.0047 -0.0015 0.0105
O 0.5654 9.8712 12.6006 0.0014 -0.0041 -0.0195
O 5.6734 9.3932 13.3082 -0.002 0.0007 -0.0135
O 11.7319 6.3076 19.6173 0.0014 -0.0047 0.0132
O 1.7556 1.432 17.2428 0.0015 0.0012 0.0087
O 3.0581 9.8545 13.3506 0.0019 -0.0027 -0.013
O 1.9576 1.1972 14.1314 -0.0009 0.0014 -0.0105
O 9.9835 6.5058 12.684 0.0026 -0.0026 -0.0185
O 7.1876 -0.0957 10.0954 0.0088 -0.0043 -0.0203
O 8.9799 4.068 13.3027 -0.0014 -0.0031 -0.0155
O 7.7072 1.8246 20.9806 -0.0012 0.0009 0.0251
O 4.0519 9.2187 9.7486 -0.0049 -0.0057 -0.0261
O 0.9679 8.6154 20.5696 0.0028 -0.0001 0.0242
O 9.6074 12.242 9.3684 -0.0017 -0.0046 -0.0146
O 5.1977 8.4655 18.0684 0 -0.0016 0.0063
O 9.0176 3.9331 9.9516 -0.0022 0.0028 -0.0239
O 7.9081 9.7148 21.1739 -0.0037 -0.0016 0.0217
O 9.8751 8.8319 11.4835 0.0013 -0.004 -0.0279
O 11.0293 4.4375 11.4322 -0.0006 0.0056 -0.0044
O -0.1753 2.3924 9.8667 0.0114 -0.0053 -0.0195
O 6.7141 4.7961 14.4927 -0.001 0.001 -0.0095
O 5.6783 10.6856 19.8505 -0.0009 0.0048 0.0163
O 3.484 8.2255 20.1725 0.0083 -0.0059 0.0193
O 8.714 0.6515 16.2786 -0.0017 0.0014 0.0031
O 9.3767 0.4537 11.4183 0.0057 -0.0033 -0.0076
O 4.0175 2.262 12.9273 -0.0019 -0.0005 -0.0096
O 6.4344 4.8199 10.2748 0.0044 0.0005 -0.0255
O 6.1853 3.8556 20.0849 -0.0006 0.006 0.0141
O 7.8207 7.9209 12.788 -0.0037 0.001 -0.0169
O 8.5208 6.5644 10.4996 0.0068 0.0132 -0.0188
O 8.4155 -0.1772 13.8169 -0.0025 -0.0006 -0.0104
O 0.9745 12.7754 15.6137 0.0001 -0.0015 -0.0009
O 3.0094 4.2453 17.1864 -0.0005 0.001 0.0085
O 4.0636 3.7534 10.7693 -0.0102 -0.0213 -0.0159
O 10.0517 8.2307 20.6197 -0.0041 -0.0001 0.0221
O 9.7981 10.8578 19.8115 0.0004 0.0057 0.0143
O 11.0867 0.175 13.4948 0.0007 0 -0.0128
O 4.2639 9.1056 15.5894 -0.0005 -0.0047 -0.0007
O 1.5452 5.7469 15.6504 0.0028 -0.0021 -0.0012
O 11.3722 4.8593 13.9885 0.0066 -0.0004 -0.01
O 4.8693 1.1188 10.7931 -0.0125 0.011 -0.0115
O 8.4627 2.5658 18.1307 0.0006 -0.0012 0.0144
O 5.1261 6.0826 19.2046 -0.0009 -0.0028 0.0204
O 2.4899 10.7448 20.057 0.0022 0.0071 0.0184
O 4.0081 2.4294 15.5925 -0.0024 -0.0004 -0.0015
O 0.2729 1.7848 20.971 0.0001 -0.0043 0.0186
O 3.5969 13.1671 16.2509 0.001 -0.0003 0.0011
O 8.7559 4.1375 16.0107 -0.0007 -0.001 -0.0006
O 5.4944 3.9249 17.4661 -0.0038 -0.0014 0.0058
O 2.1673 3.7427 14.0707 0.0002 -0.001 -0.0115
O 0.3779 3.3291 15.9849 0.0009 -0.0024 -0.0024
O 0.5986 12.639 20.3213 0.006 -0.0045 0.0185
O 7.4817 2.2429 14.5506 0.0008 0.0004 -0.0092
O 4.9619 11.906 10.1006 0.0064 -0.0016 -0.023
O 2.2491 1.7683 10.9226 0.0093 0.0062 -0.0206
O 4.153 5.3279 15.022 -0.0014 -0.0001 -0.0065
O 10.9552 4.212 20.7692 -0.002 0.0047 0.0122

Results
free energy: -163050.508 eV
free energy less fixed offsets of H -15.97, O -568.88, Si -635.61 eV per atom: -2.518 eV

The program warned: the cutoff lies below the one the program advises for these potential files; the forces do not sum to zero within the program's tolerance; the exchange-correlation potential is rough where the density is thin.
